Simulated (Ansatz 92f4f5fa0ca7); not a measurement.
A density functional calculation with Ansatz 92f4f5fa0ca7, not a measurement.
Periodic cell of 224 atoms, Si128O64H32, with a vacuum gap, from a study of silicon, its oxide and their interface. The atomic structure is a simulated model.

Settings
functional: r2SCAN
potential files: Ansatz PAW
basis: plane waves
wave-function cutoff: 800 eV
density cutoff ratio: 5
exchange-correlation grid ratio: 1
k mesh: 1 x 1 x 1, shifted by 0.5 0.5 0 of a step
self-consistency stop: 1e-11 eV per atom in the density residual
occupations: fixed
spin: none
net charge: 0
applied field: sawtooth along c, amplitude +0.015 V/angstrom in the program's sign convention, ramp centred at 0.9877 of c and 0.0247 of c wide, no dipole correction

Cell vectors (angstrom)
a 10.887 0 0
b 0 10.887 0
c 0 0 40.4973

Atoms and the computed forces on them: element, x, y, z (angstrom), force x, y, z (eV/angstrom)
Si -0.5685 0.1616 25.3907 0.0033 0.0061 0.0384
Si 3.061 2.3214 25.348 0.0007 -0.0055 0.0414
Si -0.1895 5.7572 25.5648 -0.0034 0.0038 0.0387
Si 3.053 8.0126 25.5429 -0.0006 -0.0008 0.0379
Si 5.2339 -0.0578 25.6772 0.0023 0.007 0.0376
Si 8.3596 2.6231 25.6633 0.0015 -0.0075 0.0362
Si 5.0628 5.5675 25.1612 -0.0031 0.0092 0.048
Si 8.4125 7.9344 25.6287 -0.0026 -0.0079 0.032
Si 1.2959 1.2267 26.5163 0.004 0.0033 -0.0015
Si 4.0398 4.0355 26.6424 -0.0041 -0.0019 0.0002
Si 1.3952 6.8991 26.7986 -0.0034 -0.002 -0.009
Si 4.1157 9.3964 27.0825 0.0011 0.001 -0.0143
Si 6.823 1.2863 26.8039 -0.0002 -0.0019 -0.0111
Si 9.5937 4.1342 26.8959 0.0004 -0.0018 -0.0114
Si 6.7379 6.6541 26.6137 0.0098 0.0075 -0.0028
Si 9.4821 9.5122 26.9647 -0.0041 -0.001 -0.0017
Si 0.0802 2.6471 28.0712 -0.0079 0.0048 -0.0098
Si 2.6231 -0.0231 28.1198 0.0062 -0.0111 -0.0148
Si 0.0508 8.2053 28.2228 0.0045 0.0022 -0.0149
Si 2.7276 5.4101 28.0774 -0.0042 0.0072 -0.0101
Si 5.4182 2.711 28.0722 0.0118 -0.0059 -0.0095
Si 8.124 -0.0191 28.2598 -0.0031 0.0027 -0.0118
Si 5.5453 8.0041 28.2129 -0.0078 0.0077 -0.0149
Si 8.1081 5.4332 28.139 0.0036 -0.0082 -0.0118
Si 1.3857 4.0434 29.4545 0.0059 -0.0108 0.0046
Si 4.0285 1.3677 29.4317 -0.0103 0.0078 0.0044
Si 1.3628 9.5447 29.582 -0.0081 0.0044 0.007
Si 4.0964 6.7117 29.5109 0.0108 -0.0033 0.0026
Si 6.7771 4.0427 29.4856 -0.0108 0.0121 0.0049
Si 9.5595 1.3576 29.4982 0.0077 -0.0126 0.0068
Si 6.8018 9.4655 29.57 0.0094 -0.0121 0.0059
Si 9.4992 6.8156 29.4762 -0.0159 0.0086 0.0131
Si -0.0087 0.0048 30.9074 -0.0124 0.0085 0.0114
Si 2.7308 2.7245 30.8553 0.0161 -0.0082 0.0225
Si -0.0146 5.4164 30.7921 -0.0037 0.0044 0.0365
Si 2.7436 8.135 30.8506 0.0055 -0.0033 0.0207
Si 5.3887 -0.0104 30.8138 0.0129 -0.0111 0.0249
Si 8.1633 2.7082 30.8368 -0.0014 -0.0027 0.0183
Si 5.4457 5.3876 30.891 0.0081 -0.0031 0.0143
Si 8.1984 8.159 30.9077 -0.0038 0.0115 0.0123
Si 1.3625 1.3775 32.2225 -0.0095 -0.005 0.1612
Si 4.0764 4.0569 32.2509 0.0096 0.0211 0.1694
Si 1.3414 6.7845 32.179 0.0086 0.0132 0.2011
Si 4.0666 9.5286 32.2043 -0.0197 -0.0076 0.1854
Si 6.7793 1.3405 32.181 0.015 0.021 0.1882
Si 9.5138 4.0882 32.1802 -0.0189 -0.0218 0.192
Si 6.8096 6.791 32.2186 -0.0264 -0.0224 0.1532
Si 9.5322 9.5292 32.2673 -0.009 -0.0154 0.171
Si -0.0283 2.7322 33.5445 0.1025 0.0155 0.3514
Si 2.7249 0.0125 33.5717 -0.101 -0.0656 0.2931
Si 0.0165 8.1512 33.5871 -0.0496 0.0588 0.246
Si 2.7003 5.4506 33.5644 0.0344 -0.1172 0.2732
Si 5.4459 2.6983 33.5882 -0.0343 0.0186 0.2459
Si 8.1368 0.0067 33.5745 0.0123 -0.0597 0.3107
Si 5.4459 8.1859 33.5407 0.0054 -0.1123 0.3647
Si 8.1816 5.4437 33.567 -0.1216 0.0134 0.3111
Si 1.3252 4.0784 6.9068 0.0003 -0.1183 -0.386
Si 4.0883 1.3447 6.9724 -0.0356 0.0719 -0.147
Si 1.3657 9.5506 6.9304 0.0046 0.1288 -0.329
Si 4.0737 6.8502 6.8945 0.1483 0.0721 -0.3549
Si 6.8079 4.0979 6.9211 -0.0234 0.1336 -0.3151
Si 9.4822 1.4017 6.9221 0.0448 -0.0395 -0.2589
Si 6.7864 9.5277 6.9358 0.0439 -0.0111 -0.2767
Si 9.5276 6.8001 6.9569 -0.0384 0.0119 -0.1904
Si -0.0363 0.0315 8.2439 0.0087 0.0134 -0.1721
Si 2.686 2.7386 8.2675 0.0204 -0.0049 -0.1545
Si -0.0024 5.4178 8.3049 -0.0127 0.0088 -0.1788
Si 2.7624 8.2282 8.2841 -0.0021 0.0015 -0.1907
Si 5.4745 -0.0041 8.3431 0.0201 0.0314 -0.1861
Si 8.1351 2.7575 8.3209 0.0006 -0.0256 -0.1991
Si 5.4484 5.5012 8.2321 0.0082 0.0058 -0.1837
Si 8.1293 8.1605 8.2916 0.0092 0.0009 -0.1612
Si 1.3062 1.3818 9.6225 -0.0096 0.0076 -0.0148
Si 4.068 4.1597 9.5348 -0.0148 -0.0016 -0.0176
Si 1.4137 6.8124 9.5591 0.0024 -0.0056 -0.0238
Si 4.1338 9.5356 9.7273 -0.0124 -0.0017 -0.0353
Si 6.7919 1.4049 9.7119 -0.0117 0.005 -0.0187
Si 9.4802 4.1086 9.7055 0.0098 0.0056 -0.0285
Si 6.766 6.8185 9.6883 -0.0038 -0.0028 -0.0215
Si 9.4748 9.5715 9.5841 0.0083 -0.0018 -0.0055
Si -0.0382 2.7315 11.0292 0.0098 -0.0134 -0.0135
Si 2.7131 0.0632 10.9575 -0.0112 0.0091 -0.0179
Si -0.0318 8.1398 10.7923 -0.0085 0.0154 -0.0038
Si 2.8359 5.5496 10.9489 0.002 -0.0098 -0.0074
Si 5.3253 2.8259 10.9447 -0.0037 0.0059 -0.0055
Si 8.2089 0.0434 11.053 0.0171 -0.0037 -0.0141
Si 5.4876 8.1649 11.1578 0.004 -0.009 -0.0118
Si 8.0834 5.4566 11.0851 -0.0056 0.009 -0.0055
Si 1.3498 4.2427 12.1476 -0.001 0.0131 0.01
Si 3.8624 1.5989 12.3295 0.0096 0.0023 0.0161
Si 1.3943 9.4093 12.0939 0.0008 -0.0066 0.0152
Si 4.1736 6.7605 12.5735 -0.0121 -0.0017 0.0096
Si 6.6821 4.054 12.4213 0.0003 -0.0121 0.0147
Si 9.6199 1.3384 12.5125 -0.0078 -0.0039 0.0132
Si 6.8137 9.6286 12.4711 -0.0032 0.0132 0.0112
Si 9.4841 6.9365 12.268 0.0092 0.0031 0.0033
Si 0.1537 -0.2926 13.6122 0.0065 -0.0049 0.0148
Si 2.6286 3.2122 13.7789 -0.01 0.0078 0.0113
Si 0.1901 5.7538 13.4573 -0.0009 -0.0081 0.0225
Si 2.4184 7.9149 13.6035 -0.0033 0.0094 0.0219
Si 5.3933 0.3472 13.5136 -0.0057 0.0006 0.0273
Si 7.7648 2.3642 13.6178 0.0034 0.0092 0.0334
Si 5.192 5.0808 14.0196 0.0088 -0.0023 0.026
Si 8.6138 8.6036 13.672 -0.0028 -0.0087 0.0205
Si 19.4179 -7.7809 16.5142 -0.0013 -0.0059 0.0718
Si -21.4471 14.7709 20.1124 -0.0051 -0.0053 0.0553
Si -15.266 5.5263 16.997 -0.0059 0.0025 0.0803
Si -8.0613 21.177 15.2472 0.0064 0.0063 0.052
Si -25.5383 22.0966 17.2779 -0.0054 -0.0043 0.0582
Si -4.8724 -22.5542 19.6723 -0.0029 -0.0043 0.0654
Si -2.5771 3.8359 22.9092 -0.0072 0.0014 0.056
Si 5.3784 7.8084 21.107 -0.0034 0.0024 0.0647
Si -10.4675 21.4146 20.1853 -0.005 0.0045 0.053
Si -6.5028 5.6552 19.4193 -0.0005 0.0046 0.0761
Si -11.2003 8.2524 18.4689 0.0027 0.0061 0.0654
Si -8.2665 -9.0933 19.8667 0.0011 0.0051 0.0601
Si -16.0237 -27.5536 22.0719 0.0075 -0.0073 0.0663
Si 4.2016 33.012 17.7599 0.0066 0.0078 0.0657
Si 12.3003 5.788 18.1963 0.0005 0.0053 0.0688
Si 10.3681 8.1438 21.3701 -0.0075 -0.0021 0.0622
Si -17.7888 -1.2535 23.3129 -0.0019 0.0003 0.0652
Si 6.6495 0.9384 21.9046 0.0038 0.0011 0.0535
Si 10.7996 -5.4758 22.692 -0.0027 0.0006 0.072
Si 3.9014 1.6801 22.6315 -0.0068 0.0006 0.0656
Si 19.5582 9.7449 23.2767 0.003 -0.0024 0.0647
Si 22.2447 14.8944 15.842 -0.0025 0.0122 0.0618
Si -2.8657 8.2363 16.5673 0.0086 0.0088 0.0579
Si 9.2157 -8.9393 20.9569 -0.0122 0.0043 0.0469
O -10.8119 -11.9571 18.7541 -0.0042 -0.0115 -0.0341
O 0.2755 5.1733 19.1682 0.0079 0.0129 -0.031
O -3.2654 12.5781 20.8308 0.0068 -0.0002 -0.0222
O 3.4679 -8.698 21.1701 -0.0121 0.0009 -0.0444
O -2.6372 -29.504 14.9361 -0.0075 -0.0066 -0.038
O 7.2255 -0.1246 18.8373 0.0058 0.0097 -0.0415
O -16.2223 12.676 22.7783 0.0045 -0.0054 -0.0242
O 4.7555 -6.0988 20.791 -0.0115 0.0072 -0.0416
O -15.1735 23.0734 14.1421 -0.0019 0.0009 -0.0114
O 20.3369 -2.6837 17.3172 -0.0246 -0.0014 -0.0308
O -7.2709 1.6101 18.6004 0.0105 -0.0123 -0.0348
O -3.8497 -6.7475 21.9605 -0.0079 0.0028 -0.0182
O 0.9878 7.356 18.0335 0.0039 -0.0032 -0.0184
O -6.9763 4.0888 14.329 -0.0006 -0.0003 -0.0158
O 9.4399 1.5168 25.1565 0.0018 -0.0043 -0.0136
O 7.7642 -7.4285 24.3832 -0.0009 0.0109 -0.0458
O -1.8378 19.6683 22.0448 0.0125 -0.0098 -0.0357
O 22.3661 -12.4509 21.2549 0.0042 0.007 -0.022
O -1.6183 -8.288 22.4504 0.0069 -0.0108 -0.0315
O -25.0116 0.0423 22.8268 -0.0089 0.01 -0.026
O -19.0256 8.6882 15.0155 -0.0011 -0.0108 -0.026
O -27.3787 -0.8946 24.2531 -0.0073 -0.0072 -0.0379
O 1.8114 0.4171 20.0781 0.0026 0.001 -0.0217
O -23.0857 -4.0073 25.1218 0.0012 -0.0006 -0.018
O 10.1616 -7.6324 16.6795 0.0045 0.0034 -0.0174
O -16.1239 -10.7794 20.9604 -0.0014 -0.0105 -0.0347
O -14.6864 7.0502 17.1909 0.0031 -0.0004 -0.0308
O 3.0992 -8.2818 23.7213 0.0067 -0.0056 -0.0388
O -6.8644 6.8131 24.9973 0.0039 -0.0054 -0.0165
O -1.0882 -7.794 19.9673 0.0063 0.0061 -0.0313
O 5.8247 16.3159 15.503 -0.0183 -0.0052 -0.064
O 10.5552 15.8041 14.7591 -0.0006 0.0132 -0.0364
O 0.5239 5.2034 24.1816 -0.0003 -0.0035 -0.0466
O 12.2236 -16.7945 16.8003 -0.0087 -0.0211 -0.0498
O 24.6524 16.3962 18.8403 -0.0107 0.0012 -0.025
O 1.564 24.8153 15.0619 0.0233 -0.0104 -0.0368
O 13.9094 10.7073 16.7931 -0.0143 -0.0122 -0.0488
O 7.6624 15.2397 17.1435 0.0023 -0.003 -0.022
O 2.8041 19.8137 24.1956 0.0051 0.0091 -0.0336
O -0.8168 10.3062 23.9297 -0.0083 -0.0078 -0.0311
O -4.7007 17.5475 21.8958 -0.0048 0.0075 -0.0214
O 25.1723 0.1438 22.7672 0.0002 0.0081 -0.028
O 17.3421 30.4661 20.2857 0.0035 0.008 -0.0245
O 5.2229 4.987 23.6214 0.0077 -0.004 -0.0467
O -0.7775 -10.2662 20.719 0.0094 -0.0055 -0.0211
O -6.2153 -0.8458 18.7631 -0.0094 0.0081 -0.0408
O 11.0158 6.9303 22.2015 -0.0025 0.0111 -0.0253
O 11.46 -6.5193 21.6459 0.0038 -0.0114 -0.0397
O -2.994 8.8165 24.3538 0.0019 0.0153 -0.036
O 8.1573 18.6941 15.0148 0.0052 0.0052 -0.0557
O -17.5155 10.7072 14.5819 0.0152 0.0013 -0.028
O -5.3105 0.7782 16.9839 0.0044 0.0027 -0.0292
O -31.368 6.8171 14.0348 0.001 0.0025 -0.013
O -16.3473 5.323 18.2066 0.0219 -0.0021 -0.0512
O -17.3301 7.1784 19.9508 -0.0063 -0.0105 -0.0332
O -9.3475 13.8425 19.6002 0.0013 0.0005 -0.0252
O -1.0627 9.6207 14.1859 -0.0016 -0.0001 -0.022
O 4.4633 19.5425 22.1269 0.015 -0.0166 -0.0429
O 12.2798 -10.8481 14.7055 -0.0215 0.0038 -0.0212
O 4.1668 12.0217 25.4148 -0.0059 0.0041 -0.0211
O 20.0911 16.0569 22.832 0.0038 -0.0005 -0.019
O 18.3509 20.6771 16.5208 0.0026 -0.0107 -0.0328
O 20.8586 -14.0948 19.8676 0.0016 0.0002 -0.0479
O -24.5762 1.6119 17.0383 0.0042 0.0109 -0.0153
H -0.8639 1.9245 34.4769 0.3113 0.2777 -0.283
H 0.7958 3.5518 34.4769 -0.3321 -0.2664 -0.2516
H 3.5561 0.8248 34.5042 -0.309 -0.3399 -0.2862
H 1.9 -0.8061 34.5042 0.2788 0.3042 -0.2648
H -0.8127 7.3369 34.5195 0.3412 0.2831 -0.2609
H 0.8231 8.9878 34.5195 -0.1971 -0.369 -0.2793
H 1.8776 4.6296 34.4968 0.2898 0.3118 -0.2469
H 3.5143 6.2801 34.4968 -0.2833 -0.2485 -0.2792
H 6.2564 3.5312 34.5207 -0.2203 -0.3033 -0.2888
H 4.6229 1.8778 34.5207 0.385 0.2882 -0.2484
H 8.9436 0.8432 34.507 -0.3205 -0.2583 -0.2712
H 7.3197 -0.8198 34.507 0.3176 0.3609 -0.2431
H 4.6131 7.3752 34.4732 0.2746 0.2693 -0.2591
H 6.2673 9.0081 34.4732 -0.3212 -0.3549 -0.2706
H 7.3514 4.6304 34.4995 0.3207 0.227 -0.2701
H 9.0003 6.2686 34.4995 -0.2946 -0.327 -0.2817
H 2.1479 4.8993 5.9743 -0.2789 -0.1901 0.2949
H 0.5012 3.2588 5.9743 0.3505 0.3281 0.2333
H 3.257 0.5325 6.0399 0.3785 0.2721 0.2739
H 4.9113 2.1653 6.0399 -0.2466 -0.2896 0.2865
H 2.1906 10.3693 5.9979 -0.3875 -0.2938 0.2086
H 0.5591 8.7139 5.9979 0.3035 0.224 0.2775
H 4.9065 7.6608 5.9621 -0.3869 -0.332 0.1895
H 3.2597 6.0206 5.9621 0.1831 0.2713 0.3094
H 7.6381 4.9112 5.9887 -0.2722 -0.3681 0.2256
H 5.9974 3.265 5.9887 0.2405 0.2931 0.2653
H 8.6754 0.5652 5.9897 0.2094 0.3463 0.2713
H 10.3179 2.2094 5.9897 -0.396 -0.2555 0.2651
H 5.965 8.7055 6.0034 0.2683 0.3948 0.2815
H 7.6034 10.3542 6.0034 -0.2421 -0.3131 0.2766
H 10.3569 7.6144 6.0245 -0.2825 -0.2524 0.2891
H 8.709 5.9751 6.0245 0.3181 0.3083 0.262

Results
free energy: -118873.478 eV
free energy less fixed offsets of H -15.71, O -570.45, Si -639.56 eV per atom: 1.722 eV

The program warned: the cutoff lies below the one the program advises for these potential files; the forces do not sum to zero within the program's tolerance; empty levels may hold ghost states of the PAW files; the exchange-correlation potential is rough where the density is thin.
